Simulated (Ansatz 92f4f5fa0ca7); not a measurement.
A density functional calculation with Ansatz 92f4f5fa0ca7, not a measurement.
Periodic cell of 192 atoms, Si128O64, from a study of silicon, its oxide and their interface. The atomic structure is a simulated model.
This geometry differs little from another in the collection (a relaxation step or a small displacement).

Settings
functional: r2SCAN
potential files: Ansatz PAW
basis: plane waves
wave-function cutoff: 800 eV
density cutoff ratio: 5
exchange-correlation grid ratio: 1
k mesh: 1 x 1 x 1, shifted by 0.5 0.5 0 of a step
self-consistency stop: 1e-10 eV per atom in the density residual
occupations: fixed
spin: none
net charge: 0

Cell vectors (angstrom)
a, 10.88, 0, 0
b, 0, 10.88, 0
c, -4.0028, 2.8761, 28.1516

Atoms and the computed forces on them: element, x, y, z (angstrom), force x, y, z (eV/angstrom)
Si, 1.109, -1.0794, -0.0269, 0.0024, 0.0017, -0.1682
Si, 4.4472, 1.0207, 0.0447, -0.0183, 0.0259, -0.1611
Si, 1.137, 4.3298, 0.2407, 0.0268, -0.0204, -0.1345
Si, 4.1941, -4.3273, 0.151, -0.0118, -0.0066, -0.1573
Si, -4.2892, -1.2382, 0.0961, 0.0179, -0.0265, -0.1329
Si, -1.117, 1.2449, 0.0476, 0.0081, 0.0177, -0.1597
Si, 6.5186, 4.3032, 0.1001, -0.0062, 0.0038, -0.1548
Si, -1.0618, -4.3617, 0.0789, -0.0154, 0.0145, -0.1286
Si, 2.7548, -0.024, 1.3052, -0.0011, 0.0001, 0.0132
Si, 5.4706, 2.6518, 1.3804, -0.0013, 0.0028, 0.0068
Si, 2.6862, -5.4225, 1.5345, 0.0021, -0.0008, 0.0085
Si, 5.3785, -2.726, 1.4093, -0.0013, -0.0034, 0.0077
Si, -2.7249, 0.0292, 1.3035, 0.002, 0.0011, 0.0069
Si, -0.023, 2.7408, 1.4699, -0.0005, 0.0006, 0.0096
Si, 8.177, 5.4152, 1.3565, -0.0009, -0.0018, 0.0084
Si, 0.0544, -2.7261, 1.3195, 0.0014, 0.0018, 0.0075
Si, 1.4135, 1.3563, 2.7146, 0.0039, 0, -0.0023
Si, 4.0836, 4.0168, 2.7527, -0.0007, -0.0025, -0.0035
Si, 1.357, -4.0134, 2.8115, 0.0003, 0.0008, -0.002
Si, 4.0362, -1.3705, 2.7613, -0.0029, 0.0002, -0.0024
Si, 6.8459, 1.3538, 2.7528, 0.0015, 0.0008, -0.0015
Si, 9.4783, 4.078, 2.7967, -0.0019, -0.0014, -0.0021
Si, 6.8116, 6.7987, 2.7134, 0.0017, 0.0001, -0.0027
Si, -1.3536, -1.3616, 2.6573, -0.0022, -0.0031, -0.0023
Si, 0.0188, -0.0167, 4.0378, -0.0005, 0.0001, 0.0013
Si, 2.7289, 2.6979, 4.1211, -0.0008, -0.0003, 0.0012
Si, -0.0195, 5.4646, 4.1085, 0.0007, -0.0003, 0.0002
Si, 2.7199, -2.7011, 4.166, 0.0005, 0.0006, -0.0005
Si, 5.4408, -0.0014, 4.0763, -0.0001, -0.0004, 0.0002
Si, 8.1572, 2.7055, 4.1469, -0.0008, -0.0006, 0.0007
Si, 5.4585, 5.4122, 4.0669, -0.0009, -0.0001, -0.0002
Si, 8.1712, -2.7062, 4.0561, 0.0002, 0.0002, 0.0014
Si, 1.3895, -1.3617, 10.8632, -0.0007, -0.0002, 0.0005
Si, 4.0767, 1.3206, 10.8535, 0.0002, 0.0003, 0.0008
Si, 1.3458, 4.0884, 10.8765, 0.0011, -0.0003, 0.0009
Si, 4.0819, -4.0632, 10.8794, 0.0001, -0.0009, 0.0008
Si, 6.79, -1.373, 10.8604, 0.0006, 0.0005, 0.0009
Si, -1.3433, 1.3952, 10.8644, -0.0002, -0.0009, 0.0007
Si, 6.8135, 4.0747, 10.8701, -0.0005, -0.0005, 0.001
Si, -1.3608, 6.7669, 10.8658, 0.0001, 0.0006, 0.0007
Si, 2.7371, -0.018, 12.262, -0.0008, -0.0001, 0.0005
Si, 5.439, 2.6864, 12.1743, -0.0008, -0.0003, -0.0003
Si, 2.7013, 5.4631, 12.2131, 0.0005, -0.0009, 0.0001
Si, 5.4467, -2.7193, 12.2565, 0.0004, -0.0008, 0.0003
Si, -2.7177, 0.0128, 12.1605, 0.0007, -0.0002, -0.0004
Si, -0.0041, 2.75, 12.2658, 0.0007, -0.0005, 0.0008
Si, 8.1703, 5.4182, 12.2615, -0.0007, 0.0004, 0.0004
Si, 0.033, -2.7549, 12.1743, -0.0003, -0.0008, -0.0003
Si, 1.3722, 1.3785, 13.5885, 0, -0.0007, -0.0021
Si, 4.0678, 4.0586, 13.4842, 0.001, -0.0001, -0.0003
Si, 1.3491, -4.0782, 13.6124, -0.0002, 0.0019, 0.0001
Si, 4.0982, -1.3763, 13.6475, -0.0011, 0.0002, -0.0025
Si, -4.0769, 1.3436, 13.5331, -0.0006, 0.0001, -0.0003
Si, -1.3591, 4.0895, 13.6761, -0.001, 0.0002, -0.0035
Si, 6.8027, -4.0972, 13.605, -0.0006, -0.0015, -0.0022
Si, -1.3313, -1.362, 13.4412, 0.0007, 0, 0.0004
Si, -0.0124, -0.0227, 14.8445, 0.0007, 0.0023, 0.0077
Si, 2.7165, 2.7728, 14.9184, -0.0026, -0.0022, 0.0069
Si, -0.0163, -5.4029, 15.0565, -0.0018, -0.0049, 0.0096
Si, 2.7357, -2.7434, 15.004, 0.0033, 0.0014, 0.0062
Si, 5.4735, 0.015, 14.9602, -0.0022, -0.0025, 0.0082
Si, -2.749, 2.6755, 14.9513, 0.0033, 0.0021, 0.0116
Si, 5.4178, 5.3615, 14.8803, 0.0008, 0.0013, 0.0065
Si, -2.6616, -2.6808, 14.8365, -0.0014, -0.0009, 0.008
Si, 1.1566, -1.4969, 16.2278, -0.0136, -0.0216, -0.1242
Si, 4.3163, 1.6486, 16.1934, 0.0227, 0.0186, -0.128
Si, 1.5615, 4.2847, 16.3365, 0.0292, 0.0276, -0.1297
Si, 3.8375, -4.4486, 16.2214, -0.0274, -0.0168, -0.114
Si, 7.0995, -1.1623, 16.195, 0.0172, 0.0293, -0.1211
Si, -1.5947, 1.0489, 16.1895, -0.0268, -0.0225, -0.1243
Si, -4.3324, 3.8227, 16.2534, -0.0318, -0.03, -0.1485
Si, -1.1002, -3.6754, 16.2693, 0.0363, 0.0127, -0.1658
Si, -2.632, 1.2226, -5.0353, -0.0046, -0.0478, -0.2943
Si, -0.626, 1.9591, -2.9023, -0.0184, -0.0056, -0.3047
Si, -1.3934, -5.1581, -6.9567, 0.0458, -0.0013, -0.3101
Si, 1.3633, -1.8512, -5.7841, -0.0158, -0.0129, -0.3193
Si, 5.2892, 1.5808, -5.3465, -0.0268, -0.0212, -0.2882
Si, 3.6566, 1.5343, -2.9077, 0.0405, -0.0277, -0.3078
Si, 7.4457, -1.5967, -4.3889, -0.027, 0.0381, -0.3172
Si, 7.9278, -3.2025, -2.0512, -0.0338, 0.0009, -0.3123
Si, 1.4231, -0.5582, -3.0143, 0.0072, -0.0193, -0.3265
Si, 4.0904, -0.9793, -6.7715, -0.0111, 0.0315, -0.3393
Si, 4.2186, 0.5051, 20.7793, -0.0162, -0.0555, -0.332
Si, -0.8696, -0.2085, -7.2164, 0.0591, 0.015, -0.3132
Si, 1.7615, 3.8199, -2.6432, 0.0075, 0.0066, -0.2669
Si, 1.5515, -4.9704, -6.6353, -0.0327, -0.0563, -0.2661
Si, 3.0505, -0.2854, 18.247, -0.0284, -0.0007, -0.3182
Si, 3.5664, -4.7349, -2.7823, 0.0148, 0.0077, -0.3137
Si, 5.0986, -3.045, -4.8412, 0.0284, 0.0369, -0.2784
Si, 5.2385, -2.591, 18.202, 0.0003, -0.0099, -0.312
Si, 6.3569, 4.964, -2.652, -0.0118, 0.0057, -0.3304
Si, 4.0577, 4.1131, -6.6435, -0.0777, 0.0197, -0.2843
Si, 6.7158, 5.2471, -5.514, 0.0399, 0.0133, -0.32
Si, 7.9034, 4.388, 19.0295, 0.0224, 0.0308, -0.3093
Si, -1.8235, -3.8436, 19.3092, -0.0547, -0.0567, -0.3374
Si, -0.2725, 2.7994, 18.4603, 0.0017, 0.0189, -0.3471
Si, 1.3425, -1.3417, 5.4714, -0.0004, -0.0004, -0.0008
Si, 4.0936, 1.3496, 5.4639, -0.0004, 0.0005, -0.0008
Si, 1.3594, 4.0842, 5.4434, 0.0003, -0.0014, -0.0006
Si, 4.0988, 6.7725, 5.4439, -0.0002, 0, 0
Si, 6.8084, -1.3643, 5.4274, -0.0001, -0.0012, -0.001
Si, -1.3311, 1.3327, 5.4372, 0, -0.0003, -0.0001
Si, 6.7896, 4.0737, 5.4702, -0.0003, -0.0004, -0.0007
Si, 9.505, -4.0572, 5.4558, -0.0013, 0.0004, -0.0003
Si, 2.7195, 0.0053, 6.8116, -0.0001, 0.0004, -0.0003
Si, 5.435, 2.7172, 6.828, -0.0005, -0.0005, 0.0002
Si, 2.7265, 5.4307, 6.8103, 0.0002, -0.0005, -0.0003
Si, 5.4571, -2.7354, 6.785, 0.0004, -0.0005, 0.0002
Si, -2.7087, -0.0117, 6.7985, 0.0002, -0.0006, -0.0004
Si, 0.008, 2.7108, 6.7928, 0.0004, -0.0001, -0.0001
Si, 8.1529, -5.4332, 6.8019, -0.0003, 0.0004, -0.0004
Si, -0.0082, -2.7113, 6.8214, -0.0005, 0, 0
Si, 1.3659, 1.3671, 8.1638, 0.0002, -0.0006, 0.0011
Si, 4.075, 4.074, 8.1862, -0.0005, -0.0002, 0.0007
Si, 1.3632, 6.7994, 8.1584, 0.0004, -0.0005, 0.001
Si, 4.0877, -1.3755, 8.1275, -0.0002, -0.0002, 0.0004
Si, 6.8111, 1.3514, 8.1572, 0.0001, 0, 0.001
Si, -1.3585, 4.0768, 8.1313, -0.0001, -0.0007, 0.0004
Si, 6.7985, -4.0848, 8.1644, 0, 0, 0.0011
Si, -1.3623, -1.3594, 8.1845, -0.0002, -0.0004, 0.0009
Si, 0.0131, 0.0105, 9.5258, 0, 0, 0.0004
Si, 2.7102, 2.7135, 9.536, 0.0002, -0.0004, 0.0004
Si, -0.0046, 5.4252, 9.4951, 0, -0.0007, 0.0004
Si, 2.7391, -2.7164, 9.4987, -0.0001, -0.0001, 0.0009
Si, 5.4386, -0.0239, 9.4892, 0.0001, -0.0006, 0.0006
Si, 8.1703, 2.7291, 9.4978, 0.0001, 0.0001, 0.0008
Si, 5.4419, 5.4441, 9.531, -0.0001, -0.0001, 0.0003
Si, 8.1581, -2.7366, 9.5242, 0.0002, -0.0006, 0.0003
O, -0.036, -1.2631, -6.3259, 0.0549, -0.0378, 0.1302
O, 0.0655, -2.6123, 16.6818, -0.0139, -0.0101, 0.0666
O, 2.8198, 5.0332, -6.0219, 0.0273, 0.0035, 0.1237
O, 5.3531, 5.4333, -0.0956, -0.0043, 0.0056, 0.0921
O, -1.593, -3.5697, -7.1835, -0.0011, 0.0032, 0.0995
O, 8.0427, -5.0433, 19.7384, 0.0089, 0.0293, 0.1072
O, 3.9453, 1.6961, -1.3417, 0.0323, -0.0217, 0.2313
O, -1.6284, -3.7394, -1.3209, 0.0612, -0.0397, 0.1543
O, 3.542, 1.044, 17.4823, -0.0392, -0.0622, 0.1587
O, -1.7032, 0.8262, -6.3055, -0.0809, 0.059, 0.1877
O, 6.9053, -4.4223, -2.3253, 0.0291, 0.0248, 0.1157
O, 4.9715, 1.7563, 20.0747, 0.0087, 0.0163, 0.1242
O, -0.028, 0.0676, -0.1961, -0.009, -0.0023, 0.0858
O, 3.5747, -3.9774, -1.3415, 0.019, 0.0249, 0.2219
O, 4.6983, -3.9352, 17.4993, 0.0473, 0.0576, 0.1403
O, 6.9965, 3.4465, 19.9457, -0.0897, -0.0798, 0.1799
O, -1.3663, 1.8729, -1.4536, -0.028, -0.0248, 0.2253
O, -0.3434, -4.0905, 19.9405, 0.0735, 0.0112, 0.1891
O, -0.8388, 1.641, 17.4911, 0.0484, 0.0644, 0.1705
O, 7.2211, -2.0405, -1.1809, -0.0449, 0.0664, 0.1702
O, 6.5647, -2.0146, 17.4772, -0.0537, -0.0496, 0.1497
O, 0.3052, 2.0843, 19.7818, 0.0181, -0.0514, 0.2659
O, 5.0271, 1.5077, -3.7582, -0.068, 0.0026, 0.1987
O, 0.9045, 3.6068, 17.6733, -0.0664, -0.0557, 0.1634
O, 1.6334, -3.3959, -6.2478, 0.0044, 0.0649, 0.0978
O, 0.2615, 0.5932, -3.125, -0.0034, 0.0186, 0.102
O, 5.4242, 2.7269, 16.7399, 0.0061, 0.0039, 0.0673
O, 2.5115, -0.8965, -6.4282, -0.0371, -0.0204, 0.119
O, 5.8816, -1.8727, -4.0336, 0.0169, 0.0047, 0.113
O, 7.8299, -0.0627, -4.144, 0, -0.0169, 0.1087
O, 7.6639, -1.8844, -5.9606, -0.0487, 0.0397, 0.2507
O, 4.2463, 2.662, -5.9657, 0.042, -0.0621, 0.131
O, 0.0461, 5.3985, -0.3751, -0.0052, 0.004, 0.0715
O, -2.6881, -0.0559, 16.7268, 0.0015, 0.0006, 0.063
O, 2.1619, 5.3534, -3.0525, -0.003, -0.0193, 0.104
O, -2.7009, 5.1648, -6.1944, -0.1105, -0.0205, 0.1502
O, -1.7942, -3.9736, 17.7025, -0.0305, -0.0041, 0.2403
O, 6.856, 3.9508, -1.4866, 0.0132, -0.0292, 0.1983
O, -2.3397, -2.4141, 19.9022, -0.0046, 0.0581, 0.174
O, 5.5153, -0.1276, -0.4526, 0.0052, -0.0032, 0.0735
O, 5.5388, 4.757, -6.5205, 0.0557, 0.0178, 0.1198
O, 2.9876, 0.0286, 19.8256, 0.0458, 0.0378, 0.2202
O, -1.4805, 3.8012, 18.8303, -0.0224, 0.0108, 0.1088
O, 4.5704, -2.4346, -6.2473, 0.029, -0.0628, 0.1574
O, 7.2021, 4.5149, 17.5682, 0.0609, 0.0245, 0.2141
O, 2.8526, 0.1696, -3.2196, -0.0089, 0.0215, 0.1142
O, 6.2526, -4.1283, -5.1689, -0.0277, 0.0187, 0.1153
O, 6.8583, 4.453, -4.11, -0.0157, -0.0159, 0.228
O, 6.8699, 1.9091, -5.5817, 0.0152, -0.0023, 0.0922
O, 5.5338, -2.9653, 19.7266, 0.0115, 0.0191, 0.2501
O, -1.746, 2.1407, -4.0586, 0.0848, 0.0313, 0.1758
O, 1.3036, -1.684, -4.1793, 0.0001, 0.0684, 0.2423
O, -2.5117, -2.5519, -3.4713, 0.0227, -0.066, 0.1962
O, 1.9163, 3.6781, -1.0389, -0.026, 0.0199, 0.205
O, 2.7087, 5.3761, 16.7895, -0.0019, -0.0012, 0.0603
O, 4.7419, 5.0289, -2.7978, 0.0042, 0.0012, 0.1045
O, 4.9501, 0.1679, -6.048, 0.0387, 0.0715, 0.1375
O, 3.8825, -3.6579, -3.9669, -0.0551, -0.0679, 0.1709
O, 4.1093, -1.466, 17.9955, 0.0015, 0.0082, 0.1126
O, 1.4538, -1.3744, -1.6086, -0.0052, -0.0326, 0.2314
O, 2.7825, 2.8079, -3.3714, -0.0217, 0.0125, 0.102
O, 0.0324, 5.4368, -6.2169, 0.0168, 0.0023, 0.1058
O, 0.27, 3.3159, -3.0279, 0.0144, 0.0067, 0.0973
O, 1.6464, -0.7641, 17.609, 0.0525, 0.0401, 0.144

Results
free energy: -118377.327 eV
free energy less fixed offsets of O -570.45, Si -639.56 eV per atom: -4.847 eV

The program warned: the cutoff lies below the one the program advises for these potential files; the forces do not sum to zero within the program's tolerance; empty levels may hold ghost states of the PAW files; the exchange-correlation potential is rough where the density is thin.
